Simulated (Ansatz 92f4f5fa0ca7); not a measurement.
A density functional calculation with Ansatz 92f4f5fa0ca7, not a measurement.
Periodic cell of 212 atoms, Si132O80, from a study of silicon, its oxide and their interface. The atomic structure is a simulated model.
Doubt: the cutoff is far below the 930 eV that the study's wrapper takes by default for these files, so forces and energies are approximate.
This geometry differs little from another in the collection (a relaxation step or a small displacement).

Settings: functional PBE; potential files Ansatz PAW; basis plane waves; wave-function cutoff 580 eV; density cutoff ratio 5; exchange-correlation grid ratio 1; k mesh 1 x 1 x 1, Gamma-centred; self-consistency stop 5e-08 eV per atom in the density residual; occupations fixed; spin none; net charge 0.

Cell vectors (angstrom)
a, 10.938, 0, 0
b, 0, 10.938, 0
c, 0, 0, 31.7349

Atoms: element, x, y, z (angstrom)
Si, -0.3769, 0.3651, 24.3433
Si, 6.1893, -0.5493, 24.3232
Si, 2.144, 3.3272, 24.3961
Si, 8.634, 2.1019, 24.3131
Si, 0.4938, 5.1058, 24.2379
Si, 4.7667, 6.1344, 24.3151
Si, 3.0479, 7.9435, 24.4562
Si, 7.7787, 8.5476, 24.3131
Si, 1.2912, 1.4678, 25.6138
Si, 6.9364, 1.2516, 25.7049
Si, 4.0426, 4.1891, 25.5194
Si, 9.5694, 4.0696, 25.3838
Si, 1.3789, 6.8048, 25.6474
Si, 6.7136, 6.8541, 25.5387
Si, 4.2193, 9.6453, 25.544
Si, 9.5356, 9.5534, 25.5668
Si, 2.7404, 0.0429, 26.8877
Si, 8.2599, -0.0734, 27.0562
Si, -0.0706, 2.7981, 26.9717
Si, 5.4634, 2.7469, 26.8784
Si, 2.7404, 5.4621, 27.0174
Si, 8.1786, 5.4498, 26.8309
Si, -0.0138, 8.202, 26.925
Si, 5.461, 8.2334, 26.9901
Si, 4.1018, 1.3673, 28.3166
Si, 9.5708, 1.3673, 28.3166
Si, 1.3673, 4.1018, 28.3166
Si, 6.8362, 4.1018, 28.3166
Si, 4.1018, 6.8362, 28.3166
Si, 9.5708, 6.8362, 28.3166
Si, 1.3673, 9.5708, 28.3166
Si, 6.8362, 9.5708, 28.3166
Si, 0, 0, 29.6839
Si, 5.469, 0, 29.6839
Si, 2.7345, 2.7345, 29.6839
Si, 8.2035, 2.7345, 29.6839
Si, 0, 5.469, 29.6839
Si, 5.469, 5.469, 29.6839
Si, 2.7345, 8.2035, 29.6839
Si, 8.2035, 8.2035, 29.6839
Si, 1.3673, 1.3673, 31.0511
Si, 6.8362, 1.3673, 31.0511
Si, 4.1018, 4.1018, 31.0511
Si, 9.5708, 4.1018, 31.0511
Si, 1.3673, 6.8362, 31.0511
Si, 6.8362, 6.8362, 31.0511
Si, 4.1018, 9.5708, 31.0511
Si, 9.5708, 9.5708, 31.0511
Si, 2.7345, 0, 0.6835
Si, 8.2035, 0, 0.6835
Si, 0, 2.7345, 0.6835
Si, 5.469, 2.7345, 0.6835
Si, 2.7345, 5.469, 0.6835
Si, 8.2035, 5.469, 0.6835
Si, 0, 8.2035, 0.6835
Si, 5.469, 8.2035, 0.6835
Si, 4.1018, 1.3673, 2.0507
Si, 9.5708, 1.3673, 2.0507
Si, 1.3673, 4.1018, 2.0507
Si, 6.8362, 4.1018, 2.0507
Si, 4.1018, 6.8362, 2.0507
Si, 9.5708, 6.8362, 2.0507
Si, 1.3673, 9.5708, 2.0507
Si, 6.8362, 9.5708, 2.0507
Si, 0, 0, 3.418
Si, 5.469, 0, 3.418
Si, 2.7345, 2.7345, 3.418
Si, 8.2035, 2.7345, 3.418
Si, 0, 5.469, 3.418
Si, 5.469, 5.469, 3.418
Si, 2.7345, 8.2035, 3.418
Si, 8.2035, 8.2035, 3.418
Si, 1.4103, 1.3294, 4.7458
Si, 6.7877, 1.3624, 4.8283
Si, 4.1225, 4.0972, 4.7388
Si, 9.5603, 4.1066, 4.7934
Si, 1.398, 6.8618, 4.8679
Si, 6.8393, 6.8074, 4.7271
Si, 4.0955, 9.5731, 4.9266
Si, 9.6415, 9.5092, 4.6862
Si, 2.6583, 0.0619, 6.3518
Si, 8.2577, -0.0976, 5.9736
Si, 0.043, 2.7178, 6.0446
Si, 5.3554, 2.7277, 6.2136
Si, 2.864, 5.4914, 6.165
Si, 8.1459, 5.4457, 6.1425
Si, -0.0073, 8.2497, 6.2398
Si, 5.5327, 8.0799, 6.2004
Si, 3.4432, 2.0017, 7.5521
Si, 9.9666, 0.9344, 7.1821
Si, 1.7429, 3.787, 7.2795
Si, 6.5027, 4.349, 7.4616
Si, 4.7231, 6.2431, 7.5124
Si, 9.2321, 7.094, 7.4165
Si, 0.7213, 10.1629, 7.5166
Si, 7.4313, 9.0401, 7.2466
O, 0.7588, 9.9814, 9.2028
O, 1.179, 4.6, 8.6279
O, 5.1439, -1.106, 10.5636
O, 6.8946, 9.9611, 8.5407
O, 3.6057, 1.7712, 9.2139
O, 4.567, 6.7507, 9.1765
O, 6.659, 5.3798, 9.4471
O, 9.9005, 6.2542, 8.7294
O, 2.4512, 2.9386, 22.7941
O, 6.3123, 10.8694, 22.693
O, 7.6948, 2.2886, 22.919
O, 0.3748, 5.6277, 22.6576
O, 2.3334, 8.6441, 23.0934
O, 8.1967, 8.046, 22.7793
O, 4.9363, 5.8646, 22.6987
O, 11.3222, 10.5933, 23.0098
Si, 0.3482, 3.7508, 14.8998
Si, 6.8682, 11.3272, 14.0588
Si, 3.9654, 2.265, 10.724
Si, 3.4065, 1.7287, 22.2805
Si, 1.8909, 10.1195, 22.5517
Si, 4.7426, 10.4462, 12.026
Si, 13.3858, 11.2245, 19.8561
Si, 6.3834, 13.5057, 17.0426
Si, 9.7287, 3.4727, 19.6696
Si, 2.7801, 17.5934, 19.3967
Si, -1.457, 13.3669, 16.8936
Si, 1.6204, 8.6799, 15.6552
Si, 1.1016, 6.406, 12.1652
Si, 10.4773, 11.637, 19.0204
Si, 9.5757, 6.1974, 13.9951
Si, 5.4283, 14.2379, 14.4034
Si, 11.0458, 5.9113, 21.0679
Si, 6.4121, 12.4456, 22.2423
Si, -0.9861, 2.1627, 9.9898
Si, 5.4002, 5.7762, 21.1554
Si, 5.8735, 6.6342, 10.1699
Si, 6.9746, 16.2171, 12.5596
Si, 2.572, 14.7146, 12.9407
Si, 11.4905, 10.7886, 10.6189
Si, 8.779, 11.184, 11.8056
Si, 13.1098, 9.1809, 12.6064
Si, 6.7454, 3.2819, 20.0288
Si, 8.6071, 9.3064, 18.8536
Si, 8.1721, 7.4677, 21.2532
Si, 6.6933, 3.8538, 10.1342
Si, 6.6584, -1.4189, 10.071
Si, 6.3386, 10.5179, 17.0226
Si, -0.1111, 5.1224, 9.4707
Si, -0.8913, 7.6083, 16.6775
Si, 1.5014, 5.9064, 16.807
Si, 3.6327, 9.3848, 17.8178
O, 8.3687, 11.3448, 13.3821
O, 7.6735, -0.6256, 11.0169
O, 10.1614, 10.3737, 11.4913
O, 2.4556, 5.6551, 18.1163
O, 9.6346, 6.7614, 20.949
O, 4.943, 2.124, 22.6741
O, 9.7454, 3.5909, 18.027
O, -3.9991, 10.5508, 15.4943
O, 3.1272, 8.0971, 18.6897
O, 0.4806, 12.4155, 10.3297
O, 6.8362, 17.4841, 21.0075
O, 6.1716, 1.8755, 14.0742
O, 1.4362, 6.6428, 20.3804
O, 3.5558, 10.6582, 18.826
O, 9.2581, 17.9953, 15.3486
O, 6.8837, -3.0354, 10.1293
O, 14.0854, 12.459, 20.6781
O, 13.7397, 14.113, 11.4344
O, -0.9761, 3.775, 9.8342
O, 5.962, -0.5082, 13.077
O, 10.8309, 17.7834, 13.1828
O, 4.1452, 6.2659, 20.2137
O, -3.0245, 13.4076, 16.431
O, 2.0733, 7.0961, 15.8102
O, 5.8103, 6.1655, 11.7538
O, 4.2084, 1.0181, 11.7434
O, 6.5977, 1.7561, 20.6315
O, 8.2171, 17.1267, 13.0881
O, 1.1621, 11.6712, 18.9721
O, 0.016, 17.3352, 17.3134
O, 7.5522, 4.1512, 11.4989
O, 5.4276, 14.3574, 16.0313
O, 2.9885, 11.2585, 23.0483
O, 10.8318, 4.4765, 20.3035
O, 9.016, 8.1155, 17.8118
O, 7.9544, 8.6745, 20.1889
O, 12.8054, 18.731, 11.8166
O, 6.401, 3.3436, 18.4528
O, 1.3524, 15.4778, 15.9324
O, 2.2054, 16.3123, 12.8097
O, 7.5196, 10.2446, 18.1006
O, 5.6738, 4.2187, 20.793
O, 2.6572, 9.59, 16.5193
O, -5.1878, 12.0205, 17.272
O, 9.3924, 1.418, 8.6611
O, 11.0451, 8.8375, 16.2604
O, 10.5024, 13.4851, 15.6435
O, 3.9107, 14.3898, 13.8256
O, -0.9091, 1.8993, 20.0541
O, 7.0825, 3.2209, 8.6822
O, 9.8499, 11.9287, 17.548
O, -1.0448, 10.1691, 19.3979
O, 1.2672, 14.0571, 13.6988
O, 12.8866, 10.0809, 20.9213
O, 10.0592, 15.6219, 14.3515
O, 1.5567, 9.1787, 14.1108
O, 0.4369, 5.7673, 10.8446
O, 8.257, 3.8583, 20.2512
O, 3.7601, 9.3958, 12.7619
O, -5.7657, 9.3821, 17.2451
O, 5.3174, 3.1797, 10.6529
O, 1.7433, 10.4348, 11.6555
O, 6.2977, 4.549, 13.8278
O, 8.9084, 1.7618, 11.1883

Results
free energy: -129408.993 eV
free energy less fixed offsets of O -568.88, Si -635.61 eV per atom: 1.927 eV

Forces (eV/angstrom), in the order of the atoms: element, x, y, z
Si, -0.0122, 0.0105, 0.0021
Si, 0.005, -0.0071, -0.0018
Si, -0.0037, 0.0054, -0.0006
Si, 0.011, -0.0076, 0.0027
Si, 0.0043, -0.0043, 0.005
Si, -0.0093, 0.0066, 0.0027
Si, 0.0086, -0.0056, 0.0019
Si, -0.0064, 0.0091, 0.0033
Si, -0.0003, 0.002, 0.0037
Si, 0.0027, -0.0007, 0.0045
Si, 0.0005, 0.0026, 0.0038
Si, -0.0011, 0.0015, 0.0003
Si, -0.0014, -0.0002, 0.0008
Si, 0.0021, 0.0016, 0.0034
Si, -0.0014, -0.0011, 0.0051
Si, 0.0028, 0, -0.0002
Si, 0.001, 0.0013, -0.0009
Si, -0.002, -0.0001, -0.0024
Si, -0.0017, 0.001, 0.0005
Si, -0.0009, -0.0007, -0.0026
Si, -0.0019, 0.003, -0.002
Si, -0.0017, -0.0002, 0.0006
Si, -0.0003, -0.0001, 0.001
Si, -0.0017, -0.0016, 0.0005
Si, -0.0091, 0.2019, -0.3877
Si, 0.0803, 0.1607, 0.4792
Si, -0.2246, 0.005, 0.3655
Si, 0.0487, -0.0369, -0.5739
Si, 0.023, 0.176, 0.3852
Si, -0.2629, -0.1995, -0.5387
Si, 0.1495, 0.0994, -0.4727
Si, -0.0086, -0.2767, 0.7275
Si, 0.0796, 0.1845, 0.0151
Si, 0.1116, -0.04, -0.0101
Si, -0.0888, -0.0133, 0.0047
Si, -0.0057, -0.1312, 0.0121
Si, 0.0684, -0.0728, 0.0102
Si, 0.0151, 0.0999, -0.0035
Si, 0.0595, -0.0457, 0.0235
Si, -0.1832, -0.0362, 0.0505
Si, 0.0629, -0.0822, 0.0246
Si, -0.0556, 0.0661, -0.022
Si, 0.0012, -0.0115, -0.0094
Si, -0.0489, 0.0477, -0.0371
Si, -0.077, 0.0525, -0.0179
Si, 0.0813, -0.0386, 0.0292
Si, -0.0417, 0.0738, -0.0274
Si, 0.0287, -0.0616, -0.0204
Si, 0.0247, -0.0369, 0.0196
Si, -0.0274, 0.0269, -0.0028
Si, -0.0337, 0.0425, -0.0099
Si, 0.0641, -0.0669, 0.0303
Si, -0.0233, 0.0418, 0.0001
Si, 0.0369, -0.0839, 0.0214
Si, 0.056, -0.0222, 0.0351
Si, -0.0123, 0.0014, -0.0138
Si, -0.0535, 0.0326, -0.0378
Si, -0.0065, -0.0614, 0.0391
Si, 0.0128, -0.0629, 0.0194
Si, -0.0428, 0.0538, -0.0624
Si, 0.0579, -0.0259, 0.0293
Si, -0.0751, 0.0478, -0.0705
Si, 0.0136, 0.1403, -0.0668
Si, 0.0101, -0.0615, 0.0218
Si, 0.4212, -0.0903, -0.583
Si, -0.2802, -0.1497, 0.508
Si, 0.1154, -0.0273, -0.3265
Si, -0.2915, -0.0688, 0.3262
Si, 0.14, 0.256, 0.4641
Si, 0.0826, -0.1767, -0.5797
Si, 0.0571, 0.2618, 0.6441
Si, 0.0572, -0.289, -0.5179
Si, 0.0029, -0.0007, 0.0067
Si, 0.01, -0.0029, 0.0066
Si, -0.0011, 0.0119, -0.0006
Si, 0.0052, -0.0083, 0.0041
Si, -0.0006, -0.0012, 0.0003
Si, 0.0056, -0.0092, -0.0009
Si, 0.0017, 0.0023, 0.0018
Si, 0.0026, -0.0031, 0.0105
Si, -0.0089, -0.0099, -0.008
Si, 0.0076, 0.0106, -0.0074
Si, 0.0017, 0.0037, -0.0099
Si, -0.0342, -0.0345, -0.0121
Si, 0.0144, 0.0043, -0.0055
Si, 0.0159, 0.022, -0.0232
Si, -0.0012, -0.0118, -0.0045
Si, 0.0177, 0.0102, -0.0075
Si, -0.0104, -0.001, 0.0181
Si, 0.0197, -0.0144, -0.011
Si, -0.0117, 0.0215, 0.014
Si, -0.189, -0.0186, -0.2154
Si, 0.0292, -0.0198, 0.0429
Si, 0.0164, 0.0157, 0.0311
Si, -0.0041, 0.007, 0.0078
Si, -0.0321, 0.014, 0.0539
O, -0.0018, 0.0004, 0.0037
O, 0.0317, -0.0028, -0.0273
O, -0.0113, 0.0336, 0.0279
O, 0.0064, -0.0474, 0.0088
O, 0.0127, -0.0098, 0.0044
O, -0.0084, 0.0038, -0.0267
O, 0.0269, 0.2303, 0.4748
O, -0.0006, 0.024, -0.0316
O, -0.0019, 0.002, 0.0021
O, -0.0016, 0.0041, -0.0007
O, 0.0003, 0.0018, 0.0028
O, -0.0036, 0.0039, -0.0013
O, -0.0019, -0.001, 0.0007
O, 0.0018, -0.0021, -0.0023
O, 0.0045, -0.0016, -0.0015
O, -0.0039, -0.0006, 0.0004
Si, -0.0109, 0.0061, -0.0066
Si, -0.02, 0.0039, -0.0012
Si, -0.0786, -0.0377, 0.0116
Si, 0.0067, -0.0035, -0.0043
Si, 0.0056, 0.0017, -0.0063
Si, 0.0281, -0.0159, -0.0109
Si, 0.0048, -0.001, 0.0019
Si, -0.0063, -0.0031, -0.0139
Si, 0.005, 0.004, -0.0093
Si, -0.0021, 0.0016, -0.0056
Si, 0.0005, 0.0007, -0.0128
Si, -0.0007, -0.0029, 0.0018
Si, -0.0169, -0.0118, 0.0123
Si, -0.0047, 0.0018, -0.008
Si, -0.0182, 0.0102, -0.0214
Si, 0.0118, 0.029, -0.0106
Si, -0.001, 0.0042, -0.0086
Si, -0.0089, 0.0034, -0.0047
Si, -0.0206, 0.0656, 0.0452
Si, -0.0031, 0.0013, -0.009
Si, 0.1175, -0.055, 0
Si, 0.0232, -0.0131, -0.0428
Si, -0.008, 0.0179, 0.0106
Si, 0.0046, 0.0176, 0.0073
Si, -0.0468, -0.0509, -0.0566
Si, 0.0141, -0.0019, 0.0002
Si, -0.0085, -0.0027, -0.005
Si, -0.0048, -0.0025, -0.0053
Si, 0.0015, 0.0025, -0.0059
Si, 0.3092, 0.0869, -0.0442
Si, 0.0151, -0.0075, -0.0293
Si, -0.002, 0.0039, -0.005
Si, -0.0151, -0.0168, 0.0196
Si, -0.005, -0.0009, -0.0133
Si, -0.0016, -0.0018, -0.0108
Si, 0.0015, 0.0019, -0.0109
O, 0.0128, -0.0067, -0.0279
O, 0.0859, 0.1027, 0.0396
O, -0.0511, 0.0104, -0.0007
O, 0.0022, 0.0023, 0.0084
O, 0.0002, -0.0004, 0.0029
O, -0.0007, -0.0015, 0.0026
O, -0.0008, 0.0029, 0.0096
O, -0.0018, 0.0027, 0.0053
O, -0.0015, -0.0018, 0.0049
O, -0.0128, -0.0119, -0.0015
O, -0.0027, -0.0032, 0.0014
O, 0.0021, -0.0028, -0.0001
O, -0.0015, -0.0004, 0.002
O, 0.0002, 0.0018, 0.0028
O, 0.0053, 0.0136, 0.0174
O, -0.0434, 0.0249, 0.0221
O, -0.0029, 0.0003, 0.0016
O, -0.0553, -0.0051, -0.0127
O, 0.0143, 0.0102, -0.0153
O, -0.0154, 0.0037, -0.0217
O, 0.0173, -0.0023, -0.0089
O, -0.0011, 0.0001, 0.0024
O, 0.004, -0.0006, 0.0029
O, -0.0013, 0.0058, 0.0042
O, -0.051, 0.018, -0.0117
O, 0.0268, -0.0512, -0.0027
O, 0.0029, 0.0016, 0.0009
O, 0.0033, 0.0038, 0.0012
O, -0.0036, 0.0026, 0.0013
O, -0.0022, 0.0047, 0.0074
O, -0.0873, -0.0606, -0.0797
O, 0.0004, -0.0003, -0.0029
O, -0.0043, -0.0004, 0.0031
O, -0.0034, 0.0001, 0.0032
O, 0.0015, 0, -0.0029
O, -0.0043, -0.0033, 0.0074
O, 0.0073, 0.0158, -0.0017
O, -0.0029, 0.0053, 0.0123
O, -0.0019, 0.0011, 0.0044
O, -0.0067, -0.0019, -0.0027
O, -0.0033, 0.0073, 0.002
O, -0.0006, 0.0096, 0.0036
O, 0.0028, 0.0033, 0.0065
O, 0.0004, -0.0005, 0.0023
O, -0.0183, -0.056, -0.0283
O, -0.0083, 0.0024, 0.0059
O, -0.0035, 0.003, 0.007
O, 0.0092, 0.0103, 0.008
O, -0.0013, 0.0036, 0.0045
O, 0.0558, -0.1462, -0.2158
O, 0.0018, 0.0017, 0.0043
O, 0.0033, 0.0015, 0.0045
O, -0.0051, 0.0019, 0
O, -0.0002, 0.001, 0.0024
O, 0.0163, -0.0182, 0.0109
O, 0.0042, 0.003, -0.0033
O, 0.0188, 0.0169, 0.0279
O, -0.0003, 0.0021, 0.0049
O, -0.0252, 0.006, -0.0095
O, -0.002, 0.0036, 0.0048
O, -0.0986, 0.0915, 0.0868
O, -0.0113, -0.0023, -0.0046
O, -0.0322, -0.0292, 0.0442
O, -0.0003, -0.0757, 0.041

The program warned: the cutoff lies below the one the program advises for these potential files; the forces do not sum to zero within the program's tolerance; the exchange-correlation potential is rough where the density is thin.
